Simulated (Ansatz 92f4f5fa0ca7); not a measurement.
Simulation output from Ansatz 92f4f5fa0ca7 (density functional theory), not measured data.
Periodic cell of 442 atoms, Si288O154, from a study of silicon, its oxide and their interface. The atomic structure is a simulated model.
Doubt: the cutoff is far below the 930 eV that the study's wrapper takes by default for these files, so forces and energies are approximate.

Settings
functional: PBE
potential files: Ansatz PAW
basis: plane waves
wave-function cutoff: 580 eV
density cutoff ratio: 5
exchange-correlation grid ratio: 1
k mesh: 1 x 1 x 1, Gamma-centred
self-consistency stop: 5e-08 eV per atom in the density residual
occupations: fixed
spin: none
net charge: 0

Cell vectors (angstrom)
a	15.4687	0	0
b	0	15.4687	0
c	-3.5216	2.8321	33.5749

Atoms and the computed forces on them: element, x, y, z (angstrom), force x, y, z (eV/angstrom)
Si	-3.44	2.392	24.736	-0.005	-0.017	-0.001
Si	-3.592	7.19	24.784	-0.01	-0.009	-0.009
Si	-3.527	10.34	24.709	0.001	-0.01	0.001
Si	-3.535	-0.751	24.797	-0.006	0.009	0.01
Si	0.394	2.258	24.655	0.003	-0.01	-0.011
Si	0.296	7.553	24.796	-0.001	-0.003	0.005
Si	0.349	10.014	24.805	0.003	0.009	-0.005
Si	0.327	-0.885	24.862	0.001	-0.002	0.01
Si	4.272	2.335	24.614	0.003	-0.009	-0.003
Si	4.17	7.092	24.746	0.005	-0.004	0.003
Si	4.241	10.24	24.82	0.003	0.007	-0.002
Si	4.218	-0.851	24.678	-0.001	0.009	0.013
Si	-7.374	2.398	24.486	-0.009	-0.029	-0.016
Si	-7.391	7.162	24.82	-0.001	-0.007	0.002
Si	-7.375	10.313	24.837	-0.004	0.016	-0.005
Si	-7.348	-0.793	24.695	0.002	0.025	0.004
Si	-1.508	2.744	26.023	0.001	-0.004	0.001
Si	-1.599	6.841	26.048	0.006	-0.012	0.001
Si	-1.594	10.529	26.076	-0.004	-0.011	-0.003
Si	-1.616	-1.022	26.146	0.001	0.009	-0.005
Si	2.324	2.747	25.939	-0.003	-0.005	0.003
Si	2.204	6.766	26.003	-0.003	-0.002	0.004
Si	2.269	10.506	26.092	-0.001	-0.001	-0.002
Si	2.316	-1.092	26.077	0	0.015	-0.004
Si	6.199	2.775	25.911	0.001	-0.016	0.005
Si	6.114	6.721	26.056	-0.002	-0.002	0.006
Si	6.152	10.551	26.147	-0.001	0	0.004
Si	6.165	-1.079	26.007	-0.003	0.015	-0.002
Si	-5.46	2.81	25.905	0.007	-0.012	0.003
Si	-5.474	6.803	26.131	0.002	0	0
Si	-5.422	10.594	26.107	0.001	0.002	-0.003
Si	-5.466	-0.987	26.1	0	0.018	-0.004
Si	-1.564	4.779	27.306	-0.002	0.009	-0.001
Si	-1.624	8.659	27.521	0.002	0.009	0.004
Si	-1.594	12.48	27.423	0.002	0.008	0.006
Si	-1.566	0.904	27.504	0.001	-0.003	0.003
Si	2.254	4.74	27.293	0	0.005	0
Si	2.289	8.606	27.49	0	-0.002	-0.001
Si	2.279	12.459	27.427	-0.001	0.004	-0.001
Si	2.321	0.876	27.423	0	-0.009	-0.007
Si	6.148	4.721	27.327	0	0.01	0.003
Si	6.141	8.611	27.493	-0.001	-0.002	-0.004
Si	6.146	12.507	27.434	0.001	0.002	0
Si	6.172	0.883	27.381	0.007	-0.003	-0.014
Si	-5.452	4.753	27.33	0.001	0.007	0.003
Si	-5.469	8.69	27.52	0.004	-0.007	0.001
Si	-5.446	12.536	27.433	0	0.003	-0.001
Si	-5.478	0.957	27.431	-0.01	-0.005	-0.011
Si	-3.507	4.759	28.723	-0.001	0.003	0
Si	-3.542	8.643	28.852	-0.003	0.001	0.002
Si	-3.519	12.496	28.795	0	-0.005	-0.001
Si	-3.535	0.912	28.802	0.003	0.002	-0.001
Si	0.347	4.76	28.734	0	0.002	0
Si	0.342	8.635	28.822	-0.001	-0.002	0.001
Si	0.343	12.496	28.787	0	-0.003	0.001
Si	0.387	0.895	28.809	-0.002	0.003	-0.002
Si	4.2	4.758	28.717	0	0.003	0
Si	4.213	8.63	28.833	0.001	0.001	0.004
Si	4.211	12.496	28.793	0.001	-0.004	0.001
Si	4.246	0.898	28.782	-0.003	0.003	-0.001
Si	8.081	4.755	28.737	-0.001	0.001	-0.001
Si	8.065	8.639	28.837	0	0	0.005
Si	8.083	12.502	28.791	-0.001	-0.003	0.001
Si	8.072	0.902	28.794	0.002	0.002	-0.004
Si	-3.522	2.832	30.156	0.022	0.2	-0.105
Si	-3.522	6.699	30.156	-0.022	-0.296	-0.08
Si	-3.522	10.566	30.156	-0.063	0.193	0.331
Si	-3.522	-1.035	30.156	-0.018	0.022	-0.004
Si	0.346	2.832	30.156	0.052	0.127	-0.134
Si	0.346	6.699	30.156	0.022	-0.21	-0.106
Si	0.346	10.566	30.156	0.019	0.083	0.152
Si	0.346	-1.035	30.156	0.074	-0.077	0.059
Si	4.213	2.832	30.156	-0.01	0.104	-0.259
Si	4.213	6.699	30.156	0.008	-0.303	-0.113
Si	4.213	10.566	30.156	0.034	0.085	0.177
Si	4.213	-1.035	30.156	0.023	0.024	-0.035
Si	8.08	2.832	30.156	-0.062	0.098	-0.117
Si	8.08	6.699	30.156	0.027	-0.252	-0.078
Si	8.08	10.566	30.156	-0.066	0.157	0.208
Si	8.08	-1.035	30.156	0.024	0.027	0.012
Si	1.934	0.001	3.402	0.001	0	0.001
Si	1.935	3.902	3.411	-0.001	0.001	0.001
Si	1.947	7.72	3.41	-0.001	0	0
Si	1.938	-3.868	3.423	0	-0.001	0
Si	5.785	-0.025	3.42	0	0.002	0.001
Si	5.789	3.869	3.408	-0.001	0	0
Si	5.792	7.756	3.44	-0.002	-0.001	0.001
Si	5.794	-3.9	3.437	-0.001	0	0.001
Si	9.678	-0.018	3.424	0.001	0.002	0
Si	9.668	3.872	3.418	0.001	-0.001	0
Si	9.671	7.725	3.42	0.001	0	0
Si	9.671	-3.855	3.427	0.001	0.001	0.001
Si	-1.946	0.033	3.413	-0.001	0.001	0
Si	-1.928	3.86	3.417	-0.001	-0.001	0
Si	-1.928	7.732	3.413	-0.001	0	0
Si	-1.93	-3.874	3.405	0	-0.001	0
Si	1.898	1.956	4.725	0.001	-0.006	-0.002
Si	1.971	5.819	4.819	-0.001	0.001	-0.001
Si	2.014	9.643	4.765	0.002	0	-0.002
Si	1.897	-1.92	4.779	-0.001	0.003	0
Si	5.71	1.928	4.752	-0.006	-0.001	-0.003
Si	5.801	5.804	4.772	0.003	0.002	0
Si	5.771	9.665	4.878	-0.004	0.002	-0.002
Si	5.794	-1.971	4.794	0.004	-0.002	-0.001
Si	9.681	1.927	4.761	-0.007	-0.002	0
Si	9.681	5.796	4.806	0	0.001	0
Si	9.689	9.667	4.769	-0.001	0.001	-0.004
Si	9.656	-1.936	4.835	-0.001	-0.003	-0.001
Si	-1.927	1.953	4.822	0.004	-0.001	-0.001
Si	-1.918	5.793	4.769	0	0	0
Si	-1.849	9.663	4.778	0.008	0	-0.005
Si	-2.029	-1.919	4.723	-0.003	0	0
Si	0.045	1.976	6.167	-0.005	0.004	0.007
Si	0.01	5.823	6.143	0.004	0.001	0
Si	0.132	9.63	6.133	-0.002	-0.001	0.006
Si	-0.124	-1.869	6.037	0.002	-0.005	0.004
Si	3.755	1.988	6.142	0.003	0.004	0.002
Si	3.923	5.836	6.205	0	0	0
Si	3.816	9.656	6.314	0.001	-0.001	0.002
Si	3.845	-1.948	6.137	-0.001	-0.004	0.002
Si	7.677	1.868	6.006	0.01	-0.001	0.007
Si	7.721	5.779	6.14	0	0	0
Si	7.766	9.655	6.161	0.005	-0.001	0.008
Si	7.715	-1.974	6.2	0.001	0.004	0.001
Si	-3.868	1.962	6.181	-0.002	0.003	0.011
Si	-3.828	5.767	6.156	0.001	0.003	-0.002
Si	-3.801	9.671	6.08	-0.003	-0.001	0.01
Si	-3.879	-1.937	6.219	0.002	-0.002	0
Si	-0.085	0.015	7.484	0.016	0.002	-0.016
Si	0.105	3.93	7.544	-0.003	-0.007	0.002
Si	0.181	7.702	7.573	0	-0.001	0.002
Si	0.013	-3.814	7.326	-0.002	0.002	-0.001
Si	3.72	0.015	7.433	-0.008	0.001	-0.01
Si	3.818	3.91	7.571	0.008	-0.005	0.005
Si	3.941	7.681	7.734	0.001	0	0.003
Si	3.725	-3.796	7.642	0	0.002	0
Si	7.602	0.01	7.47	-0.004	0.003	-0.014
Si	7.719	3.764	7.361	0.001	-0.007	0.002
Si	7.795	7.697	7.523	0.001	0.004	-0.001
Si	7.744	-3.9	7.599	-0.002	-0.005	-0.004
Si	-3.912	0.024	7.572	0.004	0.005	-0.01
Si	-3.798	3.897	7.615	0.004	-0.012	0.005
Si	-3.7	7.733	7.423	0.004	0.004	-0.001
Si	-3.842	-3.924	7.538	-0.002	-0.003	-0.005
Si	1.826	-0.557	8.725	-0.002	-0.002	0.002
Si	1.954	4.572	8.932	-0.003	-0.002	-0.005
Si	2.021	7.049	9.003	0.002	0.013	0.008
Si	1.704	-2.987	8.755	-0.005	-0.005	0.006
Si	5.605	0.322	8.767	0.011	0.013	0.026
Si	5.825	3.477	8.725	-0.004	0.003	-0.001
Si	5.967	8.137	8.983	-0.002	-0.013	-0.003
Si	5.724	-4.136	8.841	-0.003	0.012	0.003
Si	-5.936	0.335	8.761	-0.007	0.015	0.021
Si	-5.856	3.482	8.717	-0.008	-0.012	-0.005
Si	-5.631	7.896	8.697	-0.005	-0.003	0.002
Si	-5.747	-4.398	8.862	0	0.004	0.007
Si	-1.973	0.465	8.867	-0.015	0.005	0.029
Si	-1.772	3.66	8.93	0.004	0.009	-0.013
Si	-1.783	8.004	8.815	0	-0.006	-0.002
Si	-1.827	-4.286	8.711	0.006	0	0.005
Si	-3.306	12.063	23.009	-0.004	0.005	0.004
Si	-1.588	2.832	31.523	-0.002	0.029	-0.012
Si	-1.588	6.699	31.523	0.008	-0.094	-0.004
Si	-1.588	10.566	31.523	-0.012	0.04	0.011
Si	-1.588	-1.035	31.523	-0.014	0.032	-0.006
Si	2.279	2.832	31.523	-0.007	0.053	-0.01
Si	2.279	6.699	31.523	0.013	-0.083	-0.005
Si	2.279	10.566	31.523	0.002	0.042	0.012
Si	2.279	-1.035	31.523	-0.007	-0.021	0.011
Si	6.146	2.832	31.523	0.012	0.11	-0.007
Si	6.146	6.699	31.523	-0.026	-0.117	-0.004
Si	6.146	10.566	31.523	0.003	0.066	0.018
Si	6.146	-1.035	31.523	-0.003	-0.043	0.005
Si	-5.455	2.832	31.523	0.008	0.07	-0.008
Si	-5.455	6.699	31.523	0	-0.116	0.005
Si	-5.455	10.566	31.523	0.009	0.05	0.022
Si	-5.455	-1.035	31.523	-0.004	-0.021	0.007
Si	-1.588	4.766	32.891	0.001	-0.013	0.006
Si	-1.588	8.633	32.891	0.002	0.028	-0.001
Si	-1.588	-2.969	32.891	0.011	-0.016	0.002
Si	-1.588	0.899	32.891	0.011	-0.014	-0.001
Si	2.279	4.766	32.891	0.01	0.006	0.013
Si	2.279	8.633	32.891	-0.005	0.007	-0.012
Si	2.279	-2.969	32.891	0.019	0.001	0.02
Si	2.279	0.899	32.891	-0.026	-0.003	-0.006
Si	6.146	4.766	32.891	0.015	0.016	0.015
Si	6.146	8.633	32.891	0.012	0.036	-0.002
Si	6.146	-2.969	32.891	0.003	-0.029	0.012
Si	6.146	0.899	32.891	-0.007	-0.02	-0.002
Si	-5.455	4.766	32.891	-0.02	0.014	0.02
Si	-5.455	8.633	32.891	0.003	0.036	-0.012
Si	-5.455	-2.969	32.891	-0.022	-0.014	0.014
Si	-5.455	0.899	32.891	0.005	-0.03	-0.013
Si	0	1.934	0.683	0.033	-0.015	-0.003
Si	0	5.801	0.683	-0.027	-0.022	-0.02
Si	0	-5.801	0.683	-0.006	0.009	-0.005
Si	0	-1.934	0.683	0.016	0.005	-0.005
Si	3.867	1.934	0.683	0.016	-0.002	0.004
Si	3.867	5.801	0.683	0.038	-0.02	-0.023
Si	3.867	-5.801	0.683	-0.027	0.014	-0.003
Si	3.867	-1.934	0.683	0.001	0.022	-0.008
Si	7.734	1.934	0.683	0.009	0.014	0.001
Si	7.734	5.801	0.683	-0.05	-0.02	0.005
Si	7.734	-5.801	0.683	0.043	0.008	-0.002
Si	7.734	-1.934	0.683	-0.043	0.01	0.013
Si	11.602	1.934	0.683	-0.067	-0.014	-0.011
Si	11.602	5.801	0.683	0.023	-0.026	0
Si	11.602	-5.801	0.683	-0.051	0.019	-0.009
Si	11.602	-1.934	0.683	0.076	0.016	0.008
Si	0	0	2.05	-0.068	-0.01	-0.025
Si	0	3.867	2.05	0.021	0.08	-0.051
Si	0	7.734	2.05	0.069	-0.043	-0.012
Si	0	-3.867	2.05	0.083	0.012	-0.029
Si	3.867	0	2.05	-0.013	-0.109	-0.125
Si	3.867	3.867	2.05	-0.05	0.081	-0.132
Si	3.867	7.734	2.05	0.089	-0.027	-0.054
Si	3.867	-3.867	2.05	0.019	0.011	0.036
Si	7.734	0	2.05	-0.006	0	0.141
Si	7.734	3.867	2.05	-0.019	-0.004	0.022
Si	7.734	7.734	2.05	-0.065	0.054	0.139
Si	7.734	-3.867	2.05	-0.035	-0.065	0.151
Si	11.602	0	2.05	-0.025	0.068	-0.097
Si	11.602	3.867	2.05	0.016	0.013	0.011
Si	11.602	7.734	2.05	0.012	0.016	-0.003
Si	11.602	-3.867	2.05	-0.035	-0.088	-0.009
Si	-6.731	0.926	17.225	-0.005	-0.001	0.005
Si	1.389	7.339	12.079	-0.002	0.002	-0.006
Si	-5.039	-1.206	18.32	-0.004	0.002	0.002
Si	-0.306	-3.279	11.094	0	-0.008	-0.008
Si	5.655	4.303	11.634	0.005	0.006	-0.022
Si	4.727	12.405	17.26	0.003	0.003	0.001
Si	6.868	6.937	11.877	0.001	0.006	-0.009
Si	7.234	1.839	12.815	0.01	-0.018	-0.015
Si	9.609	5.679	10.949	0.004	-0.007	-0.011
Si	-1.275	5.913	11.201	-0.004	-0.002	-0.01
Si	-0.161	-4.452	15.985	0.003	0.004	0.003
Si	6.606	-4.901	15.749	0	0	-0.001
Si	-3.733	6.047	13.033	0.001	-0.001	-0.011
Si	3.008	3.556	14.548	-0.004	0.006	-0.005
Si	-0.133	4.384	19.213	0.001	0	0.007
Si	-1.151	-0.408	11.667	-0.002	0.005	-0.01
Si	5.773	-0.205	17.299	0.01	-0.004	0.014
Si	5.917	7.484	16.042	0.002	0	-0.004
Si	-0.483	-5.758	13.095	-0.007	0.004	-0.017
Si	-5.579	1.942	14.559	-0.014	0.005	-0.015
Si	-5.549	-1.802	13.692	-0.003	0.004	-0.012
Si	-2.523	0.262	17.055	-0.001	0.002	0.005
Si	5.718	-1.897	11.06	0	-0.002	-0.012
Si	-1.279	9.81	18.583	-0.004	-0.003	0.006
Si	8.364	-0.504	11.446	0.004	0.008	-0.008
Si	-7.091	3.618	21.482	0.003	-0.001	0.006
Si	-3.484	9.073	13.11	0.001	0.003	-0.015
Si	-5.484	-4.411	11.858	-0.002	-0.004	-0.011
Si	4.776	0.96	14.543	0.006	-0.011	-0.018
Si	2.638	3.149	11.657	0.009	0.004	0.015
Si	-7.807	6.551	21.839	0.003	0.007	0.001
Si	-6.36	12.362	16.149	-0.003	-0.001	-0.002
Si	-4.416	4.476	20.407	-0.005	0.001	0.007
Si	7.985	9.437	13.488	0.002	0.006	-0.012
Si	-0.107	7.418	20.114	0	0.003	0.005
Si	-3.267	0.143	14.019	-0.01	0.002	-0.013
Si	3.483	11.226	19.83	0	-0.003	0.01
Si	-4.588	4.713	15.742	0.001	-0.004	-0.008
Si	-5.082	-5.677	15.529	0	0.004	-0.003
Si	3.366	-1.344	13.031	0.006	0	-0.004
Si	0.968	3.85	21.938	-0.002	0.001	0.01
Si	3.351	6.735	17.322	0.001	0	0.006
Si	-0.136	12.222	22.701	0.005	0.01	0.012
Si	3.503	6.605	14.456	0.007	0.002	-0.006
Si	4.724	2.107	18.913	0.002	-0.002	0.009
Si	2.419	3.739	17.517	0	0.002	0.004
Si	2.137	-2.557	15.662	0.002	-0.005	0
Si	4.674	12.391	22.482	-0.006	0.008	0.007
Si	-2.899	4.903	22.896	0.003	-0.003	0.002
Si	-5.848	7.239	19.652	0.001	0.007	0.01
Si	-2.908	3.324	18.044	0.003	0	-0.001
Si	1.705	0.224	10.971	-0.008	-0.007	-0.008
Si	-7.964	3.317	18.62	0.001	0.001	0.003
Si	2.825	8.217	19.963	-0.001	0.005	0.014
Si	4.659	6.328	21.786	-0.002	0.001	0.007
Si	0.496	12.063	19.703	-0.001	-0.002	0.005
Si	-7.632	12.438	22.475	0.002	0.007	0.014
Si	-0.22	-1.771	17.13	-0.003	0	0.002
Si	-7.107	6.043	17.247	-0.002	0.005	0.001
Si	4.038	3.365	21.596	-0.002	-0.006	0.008
Si	-5.25	12.149	20.466	0.001	0.002	-0.001
Si	-0.194	6.336	22.863	-0.002	0	0
Si	-4.462	9.71	18.586	0.002	-0.002	0.009
O	-5.605	-3.747	10.374	-0.002	0	-0.004
O	0.702	8.637	12.79	0.005	-0.005	0.009
O	2.02	7.645	10.582	0.004	-0.005	-0.014
O	1.133	-3.329	10.297	0.01	0.005	-0.007
O	5.695	1.905	9.261	-0.005	-0.01	-0.001
O	5.336	-0.626	10.099	0	0.01	-0.01
O	1.85	4.007	10.509	-0.026	0.02	-0.027
O	7.28	-1.724	11.497	-0.01	-0.007	0.011
O	9.333	4.354	10.069	0.002	-0.001	0.005
O	5.771	-5.722	9.274	0.003	0.002	0.006
O	5.615	-3.298	10.252	0.001	-0.004	0.001
O	2.697	-2.348	14.138	0.006	0.007	-0.003
O	9.318	-0.58	10.123	0.006	0.002	-0.009
O	3.332	-2.44	16.741	-0.004	0	-0.004
O	-1.875	2.057	9.344	-0.002	-0.007	0.004
O	-2.014	-0.395	10.274	-0.003	0.003	-0.013
O	2.423	3.364	21.427	0.002	0	-0.007
O	-1.588	-3.4	10.08	-0.004	-0.004	-0.003
O	3.756	4.997	14.449	0	0	0.005
O	-1.9	8.98	12.795	0.003	0.003	0.012
O	-6.766	7.251	18.297	0.003	0	0.001
O	-4.068	-1.281	14.135	0.002	0.002	0.008
O	1.049	-1.422	16.14	-0.001	0	0.003
O	2.748	7.79	18.391	0	-0.001	-0.007
O	6.292	7.556	10.485	-0.003	0.005	-0.003
O	-1.813	9.606	9.228	-0.003	0.007	0.004
O	6.027	4.449	10.045	0.004	-0.005	-0.004
O	4.937	0.25	15.985	-0.01	0.006	-0.013
O	-2.209	5.784	12.527	0.008	0.001	0.002
O	-0.467	9.933	17.168	-0.002	0	0.001
O	1.099	5.428	22.388	-0.002	0.004	-0.005
O	-5.285	3.445	15.045	0.002	-0.003	0.01
O	4.202	0.732	24.219	0	-0.001	-0.007
O	-0.583	-1.914	11.943	0	-0.003	0.008
O	2.079	3.312	13.202	-0.001	-0.001	0.002
O	4.717	-1.979	12.35	-0.001	0.001	0.011
O	9.114	9.151	14.676	-0.002	-0.003	0.003
O	-0.242	-4.499	12.13	-0.001	0.01	0.008
O	-5.065	5.814	19.752	0.003	-0.006	-0.005
O	4.155	6.234	23.34	-0.005	-0.003	0.012
O	1.266	8.249	20.433	-0.006	0	-0.006
O	0.516	-2.911	21.251	-0.002	0	0.002
O	4.218	8.679	24.285	-0.001	0	-0.005
O	7.192	8.094	12.992	-0.003	-0.01	0.001
O	-3.103	4.888	21.283	0.002	0.002	0.003
O	-0.086	3.705	20.702	0.005	-0.002	-0.002
O	-7.475	3.031	22.954	0.001	-0.005	0.022
O	0.351	0.651	24.248	-0.001	0.009	-0.006
O	-0.795	7.176	21.583	0.001	-0.003	0.002
O	-3.491	0.808	24.178	0.003	0.006	0
O	6.118	7.074	21.729	0.003	0.002	-0.008
O	-7.316	11.162	23.435	-0.001	-0.009	0.004
O	-5.371	6.908	9.993	0	0.009	-0.002
O	5.929	3.042	18.334	0	0.002	-0.003
O	0.432	2.972	23.183	-0.004	-0.006	0.01
O	6.188	1.007	13.745	-0.006	0	0.014
O	-5.206	10.982	19.312	-0.001	0.005	0
O	4.166	3.683	11.72	-0.006	0.005	0.011
O	-3.644	-1.899	23.602	0.002	-0.001	-0.006
O	-7.317	6.368	23.384	0.003	-0.003	0.011
O	-7.62	2.815	20.154	0.002	0.001	0.001
O	4.422	3.064	23.148	0.001	0	0.007
O	-7.694	4.858	18.204	-0.002	-0.004	0.002
O	-3.795	6.115	23.538	0.003	0.008	0.006
O	-1.745	12.084	22.536	-0.005	-0.003	-0.007
O	-4.216	11.789	21.679	0.007	-0.003	0.003
O	-5.736	5.599	16.482	0.006	-0.002	-0.002
O	-5.468	3.747	21.417	0	0	-0.006
O	4.962	7.012	17.276	-0.002	-0.001	0.001
O	-7.41	8.742	24.353	0.001	-0.004	-0.005
O	-0.573	-5.199	14.614	-0.001	-0.007	-0.005
O	-7.635	11.389	16.481	-0.001	0	-0.001
O	0.278	-1.995	23.653	0.001	0.002	-0.002
O	0.205	-2.201	18.65	0.001	-0.001	0
O	4.594	2.254	20.537	-0.002	0.005	0
O	-5.144	-4.052	15.616	0.003	-0.004	0.002
O	3.118	5.191	17.779	0	0	-0.002
O	5.27	-4.041	16.07	0	0	0.003
O	-1.348	5.227	23.285	-0.001	0.002	-0.004
O	4.533	11.549	18.628	-0.002	-0.001	0.001
O	-7.372	0.776	24.188	0.002	-0.002	-0.007
O	6.894	-4.99	14.138	0	-0.001	0.004
O	0.166	0.559	11.481	0.003	-0.002	0.006
O	9.289	-0.636	12.763	-0.003	0.001	0.007
O	-9.213	-3.003	22.093	0.004	0	-0.007
O	0.43	10.809	23.33	0	-0.012	0.003
O	0.991	3.701	18.269	-0.003	0	-0.002
O	5.108	0.548	18.592	-0.003	0.001	-0.004
O	9.651	1.914	9.237	0.008	-0.001	0.004
O	-8.143	0.163	17.03	0.001	0.001	-0.002
O	-4.811	-1.89	19.784	-0.001	-0.005	-0.003
O	3.826	12.176	21.112	0.005	0.003	-0.001
O	1.967	11.496	19.317	0	0.001	-0.004
O	-3.319	3.433	23.46	0	-0.002	-0.001
O	8.67	-5.331	12.189	0.003	0.003	0.006
O	-3.565	8.742	24.157	0.001	0.013	0.004
O	0.14	5.995	19.343	0	0.002	-0.004
O	6.667	3.283	12.374	0.004	0.004	0.014
O	2.291	-1.022	11.856	-0.002	0.003	0.004
O	-7.793	5.054	21.238	-0.002	0	-0.012
O	-1.076	-0.417	17.342	0.001	-0.001	-0.004
O	4.212	-1.718	23.267	0.001	0.002	-0.004
O	9.613	0.943	15.839	0.001	0.007	-0.009
O	5.769	5.792	12.318	0.001	0.003	0.011
O	7.591	0.935	11.498	-0.005	0.004	0.012
O	-9.069	9.033	16.27	0.001	0.001	0
O	-6.753	12.303	21.106	-0.008	0.001	-0.001
O	-3.728	9.443	14.69	0.002	-0.001	0.003
O	-4.15	-5.328	12.071	-0.002	0.004	0.008
O	-5.029	9.31	17.09	0	0.001	0.001
O	-7.243	-1.676	23.304	-0.001	0.001	0.006
O	2.593	1.583	11.198	0.006	-0.025	0.011
O	-1.754	7.148	10.229	-0.003	0.006	0.001
O	2.124	3.491	15.92	-0.001	-0.001	0.002
O	-4.313	1.362	13.702	0	-0.002	0.014
O	-2.878	10.057	18.428	0.002	0.001	-0.004
O	3.623	7.137	20.856	0.001	-0.001	-0.007
O	-2.587	0.456	15.45	-0.001	0.002	0.002
O	-6.792	7.494	20.973	-0.005	-0.003	-0.002
O	-4.732	8.421	19.548	-0.003	-0.002	-0.007
O	-2.654	1.739	17.739	-0.001	0.002	-0.006
O	-5.76	9.455	9.229	0	-0.002	0.003
O	-3.443	4.168	16.76	-0.002	-0.001	0.001
O	8.579	2.095	13.648	0.012	-0.002	0.017
O	-1.088	8.311	19.182	0.002	-0.001	-0.003
O	-3.858	5.613	14.592	-0.002	-0.003	0.006
O	-1.559	4.074	18.529	-0.003	-0.002	-0.005
O	-2.099	0.089	12.887	0.01	-0.003	0
O	4.347	11.133	23.454	-0.001	-0.013	0.005
O	-5.905	0.175	18.416	0.003	-0.003	-0.005
O	3.363	2.561	18.136	0.001	-0.002	-0.003
O	-4.017	3.422	19.238	-0.003	0.004	-0.001
O	8.873	-2.039	14.932	0.001	0.002	0.001
O	-4.141	7.613	12.848	-0.003	-0.003	0.008
O	4.704	4.803	21.21	0.002	-0.002	-0.011
O	3.575	9.641	20.199	0	0.001	-0.007
O	-0.662	10.918	19.606	0.002	0.003	-0.005
O	8.252	6.122	11.692	0.004	-0.003	0.01
O	3.695	0.082	13.723	0.007	-0.005	0.005
O	-3.62	-0.806	17.627	-0.002	0.001	-0.001
O	-5.903	-2.287	17.46	0.003	0.004	0.002
O	4.206	2.467	14.675	0.001	0.001	0.004
O	-8.204	6.544	16.127	0	0.001	0
O	-4.756	5.237	12.058	-0.008	0.003	0.002
O	1.423	-4.032	15.816	0	0.002	0.001
O	-5.371	-3.174	12.876	0.001	-0.01	0.003
O	5.729	-1.812	17.541	-0.001	-0.003	-0.002
O	-6.996	2.468	17.627	-0.002	0.001	-0.001
O	-1.462	4.54	10.309	-0.003	-0.008	0.004
O	4.991	7.32	14.665	-0.004	-0.001	0.006
O	2.678	6.995	15.837	0	0	-0.001
O	0.243	6.179	11.791	-0.003	-0.003	0.009
O	-0.972	12.412	16.384	0.002	0	0.001
O	2.628	6.952	13.107	-0.007	0.002	0.002

Results
free energy: -270674.851 eV
free energy less fixed offsets of O -568.88, Si -635.61 eV per atom: -11.651 eV

The program warned: the cutoff lies below the one the program advises for these potential files; the exchange-correlation potential is rough where the density is thin.
